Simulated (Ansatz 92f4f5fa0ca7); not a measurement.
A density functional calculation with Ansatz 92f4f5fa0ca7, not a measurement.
Periodic cell of 210 atoms, Si128O78P4, from a study of silicon, its oxide and their interface. The atomic structure is a simulated model.
Doubt: the cutoff is far below the 930 eV that the study's wrapper takes by default for these files, so forces and energies are approximate.

Settings: functional PBE; potential files Ansatz PAW; basis plane waves; wave-function cutoff 580 eV; density cutoff ratio 5; exchange-correlation grid ratio 1; k mesh 1 x 1 x 1, Gamma-centred; self-consistency stop 5e-08 eV per atom in the density residual; occupations fixed; spin none; net charge 0.

Cell vectors (angstrom)
a	10.938	0	0
b	0	10.938	0
c	0	0	31.0565

Atoms and the computed forces on them: element, x, y, z (angstrom), force x, y, z (eV/angstrom)
Si	10.3397	0.5995	23.5447	-0.0344	0.0247	-0.0014
Si	5.7418	10.6686	23.8352	-0.0465	0.0407	0.019
P	2.2016	3.3156	23.6	-0.0262	0.0056	0.0836
Si	8.721	2.4864	23.6259	0.0011	-0.016	0.0181
P	0.522	4.9447	23.6259	0.012	0.0002	0.0969
Si	5.1102	5.9002	23.8006	-0.0452	-0.0008	-0.0023
Si	3.3062	7.5119	23.5389	0.0605	-0.0148	0.0158
Si	7.4654	8.9637	23.7413	0.0564	-0.0453	0.0123
Si	1.2832	1.5089	24.8009	0.0196	-0.0117	-0.0469
Si	6.8925	1.4823	24.8975	0.0132	0.0158	-0.0091
Si	3.9606	4.1448	24.9312	0.0605	-0.0189	-0.0692
Si	9.7367	4.1245	24.9804	0.0065	-0.0127	-0.0806
Si	1.4216	6.7204	24.8349	-0.0067	-0.0007	-0.0537
Si	6.8242	6.9762	24.9633	-0.0193	-0.0018	-0.0074
Si	4.0219	9.477	24.8722	-0.0294	-0.0103	0.0024
Si	9.4854	9.6966	24.8196	0.0004	0.0131	-0.0041
Si	2.6689	0.0304	26.1679	0.0554	0.0012	0.0045
Si	8.1788	0.0522	26.3086	-0.0152	0.0038	-0.0236
Si	0.0052	2.7053	26.3619	0.0847	0.1001	-0.0785
Si	5.4288	2.7767	26.2306	-0.0255	-0.0456	0.0063
Si	2.7283	5.5061	26.3567	-0.1177	-0.0648	-0.0801
Si	8.2286	5.5045	26.2254	-0.0042	0.0301	0.0175
Si	-0.0177	8.2125	26.1413	-0.0184	-0.0047	0.0148
Si	5.4188	8.2408	26.3484	-0.0038	0.0161	-0.0299
Si	4.1018	1.3673	27.6382	-0.1125	-0.1476	-0.586
Si	9.5708	1.3673	27.6382	-0.1901	-0.1869	0.6409
Si	1.3673	4.1018	27.6382	0.0661	-0.0154	0.5091
Si	6.8362	4.1018	27.6382	-0.0309	0.2335	-0.4731
Si	4.1018	6.8362	27.6382	0.1055	0.1598	0.7345
Si	9.5708	6.8362	27.6382	0.2019	0.2239	-0.439
Si	1.3673	9.5708	27.6382	-0.2485	0.0593	-0.7524
Si	6.8362	9.5708	27.6382	-0.1171	0.3233	0.3376
Si	0	0	29.0055	-0.1006	-0.047	0.0381
Si	5.469	0	29.0055	0.0765	-0.0718	0.0364
Si	2.7345	2.7345	29.0055	-0.0237	0.0671	0.0209
Si	8.2035	2.7345	29.0055	0.0689	-0.0545	0.0133
Si	0	5.469	29.0055	0.0664	-0.0497	0.0072
Si	5.469	5.469	29.0055	0.0256	0.0788	0.0446
Si	2.7345	8.2035	29.0055	0.0947	-0.0722	0.0123
Si	8.2035	8.2035	29.0055	0.0183	0.0656	-0.0134
Si	1.3673	1.3673	30.3727	0.0607	-0.0293	0.0041
Si	6.8362	1.3673	30.3727	-0.0917	0.0548	-0.017
Si	4.1018	4.1018	30.3727	0.0443	-0.0913	0.0127
Si	9.5708	4.1018	30.3727	-0.0729	0.0876	-0.0253
Si	1.3673	6.8362	30.3727	-0.0799	0.0536	-0.0225
Si	6.8362	6.8362	30.3727	0.014	-0.0057	0.016
Si	4.1018	9.5708	30.3727	-0.0389	0.0702	-0.0177
Si	9.5708	9.5708	30.3727	-0.0044	-0.0168	0.0208
Si	2.7345	0	0.6835	0.0637	-0.0782	0.0103
Si	8.2035	0	0.6835	-0.0152	0.0342	-0.0104
Si	0	2.7345	0.6835	-0.0524	0.0076	-0.0287
Si	5.469	2.7345	0.6835	0.0913	-0.0419	0.0235
Si	2.7345	5.469	0.6835	0.0154	0.0643	-0.0124
Si	8.2035	5.469	0.6835	0.0749	-0.0803	0.0095
Si	0	8.2035	0.6835	0.0628	-0.0647	0.0133
Si	5.469	8.2035	0.6835	-0.0598	0.0303	-0.0164
Si	4.1018	1.3673	2.0507	-0.0919	0.0129	-0.031
Si	9.5708	1.3673	2.0507	0.0568	-0.0179	-0.0077
Si	1.3673	4.1018	2.0507	-0.0697	-0.1012	-0.014
Si	6.8362	4.1018	2.0507	-0.0572	0.0951	-0.0455
Si	4.1018	6.8362	2.0507	0.0676	-0.0164	-0.0091
Si	9.5708	6.8362	2.0507	-0.0724	0.0603	-0.0225
Si	1.3673	9.5708	2.0507	-0.0822	0.0638	-0.0492
Si	6.8362	9.5708	2.0507	0.0249	-0.015	-0.0061
Si	0	0	3.418	0.1211	-0.0684	-0.614
Si	5.469	0	3.418	-0.0065	-0.0483	0.7613
Si	2.7345	2.7345	3.418	-0.3404	-0.5258	-0.517
Si	8.2035	2.7345	3.418	0.0979	0.0272	0.4584
Si	0	5.469	3.418	-0.0186	-0.1985	0.7914
Si	5.469	5.469	3.418	0.2688	0.0704	-0.8183
Si	2.7345	8.2035	3.418	-0.0439	-0.0189	0.4297
Si	8.2035	8.2035	3.418	0.2767	0.1473	-0.5881
Si	1.386	1.3042	4.7545	-0.0095	-0.0083	0.0333
Si	6.8667	1.3732	4.8542	0.0181	0.0126	-0.0106
Si	4.1224	4.0716	4.6435	0.0984	0.0998	0.1158
Si	9.5722	4.0571	4.898	-0.0098	-0.0177	-0.0112
Si	1.404	6.8078	4.855	0.0045	0.031	-0.0074
Si	6.878	6.8156	4.6944	-0.0964	-0.1065	0.1135
Si	4.0996	9.5316	4.8688	-0.0224	-0.0162	-0.0047
Si	9.6033	9.5531	4.7144	0.0042	0.0006	0.0478
Si	2.6689	-0.0435	6.2423	0.0156	-0.0078	0.008
Si	8.2865	-0.0756	6.1487	-0.0129	-0.0127	-0.0023
Si	0.0572	2.579	6.2169	0.0089	0.0172	0.0085
Si	5.4417	2.8526	6.1024	0.0209	-0.0306	0.0665
Si	2.9056	5.3836	6.0971	-0.0426	0.0344	0.0421
Si	8.0819	5.4739	6.1975	0.0068	-0.011	0.0439
Si	-0.0516	8.1944	6.1605	-0.0031	-0.024	-0.0049
Si	5.4963	8.0248	6.1231	-0.0109	0.0357	0.0246
Si	3.7273	1.7784	7.3619	-0.0016	0.0341	-0.0044
Si	10.0548	0.7635	7.5486	-0.0092	0.0111	0.0039
Si	1.893	3.6089	7.3222	0.0212	-0.0294	0.0023
P	6.2825	4.6038	7.4271	-0.017	0.007	-0.0753
P	4.6357	6.2657	7.4152	0.017	-0.0386	-0.077
Si	9.0301	7.3361	7.3913	-0.0292	0.0333	-0.0037
Si	0.9665	9.7802	7.611	0.0083	-0.0113	-0.0114
Si	7.27	9.0658	7.3053	0.0214	-0.0265	0.0041
O	1.2163	4.3633	8.6417	0.0061	0.0057	-0.0138
O	4.5044	1.1462	8.7007	0.0019	0.0087	-0.019
O	6.8353	9.6325	8.7991	-0.0071	0.0042	-0.0046
O	9.463	7.1916	8.9857	0.0054	-0.0143	-0.0026
O	9.3539	1.2973	8.9954	-0.002	0.0016	0.0003
O	1.4889	8.853	8.9652	0.0037	0.0006	0.0021
O	8.5001	3.2759	22.157	0.0063	0.0064	0.0199
O	10.4751	11.0789	21.9478	0.013	-0.0065	0.0044
O	3.1331	7.4769	21.8724	-0.0226	0.0062	0.0031
O	5.8075	5.5125	22.3408	0.005	0.0021	0.0194
O	5.0841	0.2211	22.3744	0.0068	-0.0124	0.0204
O	7.3899	8.9337	22.0757	-0.007	0.0052	0.0165
Si	3.6554	7.6663	15.1932	-0.0012	-0.0004	-0.0005
Si	6.8727	9.8486	10.4047	0.0028	0.0016	-0.0161
Si	6.3188	5.8298	20.8283	-0.0069	-0.0053	0.0123
Si	4.2834	0.3052	10.0801	-0.0033	0.0034	-0.0027
Si	9.9598	6.993	10.5156	0.0016	0.005	-0.013
Si	1.7518	2.4918	14.6098	0.0013	0.0004	-0.0016
Si	2.8861	6.7227	12.5194	-0.008	0.0012	0.0149
Si	9.4375	0.7181	10.5265	-0.0028	-0.0033	0.0005
Si	4.8257	5.0304	16.5216	-0.0017	-0.0006	0.0027
Si	0.7527	4.4654	10.1757	-0.0016	0.001	0.0013
Si	0.7349	5.0598	14.0077	-0.0004	-0.0001	-0.0008
Si	2.1998	9.7788	19.2044	-0.0003	-0.0051	0.0007
Si	2.3124	4.8272	18.5551	0.0072	0.0064	-0.0049
Si	10.6923	5.8755	16.8938	0.0002	-0.0003	0
Si	5.4985	10.1087	15.8355	-0.0018	0	-0.0005
Si	5.2122	4.5959	12.3569	0.0021	-0.0064	0.0044
Si	7.6779	3.7941	13.9808	-0.0039	-0.0004	0.0028
Si	5.3644	0.975	20.9677	0.0204	0.0131	-0.0181
Si	8.0149	8.369	20.6874	0.0046	-0.0112	-0.0149
Si	10.1489	9.8289	14.5256	0.0006	-0.0011	-0.004
Si	7.7464	5.7877	16.384	-0.001	-0.001	0.0012
Si	7.5659	8.2282	14.646	-0.0007	-0.0023	-0.0004
Si	10.4808	10.2105	20.5683	0.0072	0.0063	0.0128
Si	9.0383	1.3487	18.5941	-0.0021	0.0045	0.0056
Si	9.7445	3.3762	11.9623	0.0004	-0.0011	0.0006
Si	6.6156	10.3061	18.7233	-0.0046	0.002	0.0058
Si	2.5029	8.7958	10.2872	-0.0059	0.0151	0.0028
Si	3.2892	1.909	19.1718	0.0047	-0.003	-0.0122
Si	2.9955	2.6213	11.6875	0	-0.004	-0.0093
Si	7.7079	3.0685	20.7384	-0.0037	-0.001	0.0116
Si	1.09	8.4628	16.6052	0.0009	-0.0005	0.0015
Si	0.2378	9.7269	11.6478	0.0029	-0.0012	-0.0032
Si	9.6324	1.6975	15.5189	0.0001	0.001	-0.001
Si	4.2643	2.0023	16.25	0.0005	0.0011	0.0018
Si	3.4887	7.1482	20.3043	0.0057	0.002	0.018
Si	7.1448	6.9613	11.8217	0.0028	0.0053	0.0049
O	2.9071	7.3225	10.964	0.0087	-0.0094	-0.0146
O	8.3271	3.9458	12.4919	0.0018	0.0004	-0.0008
O	1.8624	4.1217	14.7308	-0.0002	-0.0004	-0.0005
O	4.1605	2.0043	20.5574	-0.0108	0.0032	0.0173
O	9.4947	1.7675	11.7874	0.0016	0.0008	0.0006
O	-0.0337	7.4631	17.24	-0.0004	0.0001	0.0018
O	6.7521	1.7951	21.0664	-0.0084	-0.0031	-0.0002
O	7.3582	9.0146	19.3559	0	0.0038	0.0023
O	8.2614	10.5735	10.8625	0.0006	0.0024	0.0038
O	4.5503	6.3165	15.5174	0.0009	0	0.001
O	3.1927	1.1923	10.9139	0.0032	0.0005	0.005
O	9.5799	8.8378	20.6732	-0.0025	0.001	-0.0001
O	7.0191	7.3052	13.4174	0.0018	0.0006	-0.0016
O	10.8591	-0.0739	10.5313	0.0008	-0.0006	0.0023
O	7.969	5.0436	14.958	0.0006	-0.0008	-0.0008
O	7.6678	6.7694	20.6821	0.006	0.004	0.0043
O	10.4071	8.3592	11.2564	-0.0021	-0.002	0.0018
O	8.4091	2.519	14.7568	0.0005	-0.0001	0.0007
O	6.6849	9.6001	14.8276	0.0006	0.0005	0.0008
O	10.0421	0.2786	19.3385	-0.0006	-0.0004	-0.0017
O	0.8795	5.0181	17.7465	-0.0005	-0.0004	-0.0001
O	8.7542	2.6504	19.549	0.0067	-0.0037	-0.0036
O	1.9438	3.7084	11.0243	0.0014	0.0043	0.0025
O	2.2631	7.4856	16.0241	-0.0006	0.0012	-0.0001
O	10.7367	10.2893	13.0914	-0.002	-0.0001	0.0028
O	5.499	10.7967	19.7947	-0.003	-0.0032	0.0038
O	5.7116	10.9405	10.8238	-0.001	-0.0008	0.003
O	4.2897	1.8984	17.8765	-0.0023	-0.0006	0.0007
O	5.0367	6.5791	20.0977	-0.0035	0.0021	-0.0072
O	2.3456	2.1421	13.1207	-0.0011	-0.0001	0.0016
O	1.6369	9.5033	17.7083	0.0006	-0.0008	0.0013
O	1.8364	9.5133	11.5973	-0.0007	-0.0006	-0.0005
O	2.5796	0.4349	19.2113	-0.0014	-0.0005	0.0051
O	9.1047	8.6129	14.3023	0.0007	0.0004	0.0016
O	3.4141	7.8362	13.5862	-0.0009	0.0004	0.0015
O	2.7249	1.8143	15.7235	0.0002	-0.0006	0.0005
O	2.3327	3.2565	19.096	-0.0009	-0.0032	0.0075
O	3.752	9.7136	9.7977	0.0016	-0.0083	0.004
O	3.8815	5.4566	12.7367	0.0007	0.0018	-0.0015
O	3.3135	8.5977	19.5224	-0.0003	0.0034	0.0001
O	6.1544	5.6721	11.5249	-0.0015	-0.0006	-0.0153
O	4.7984	3.5103	15.8693	-0.0001	-0.0007	0.0002
O	-0.1219	5.6729	15.2565	-0.0005	0.0002	-0.0004
O	7.6328	0.5732	18.3232	-0.0005	-0.0029	-0.0006
O	0.4774	9.3587	15.4098	-0.0005	0.001	-0.0007
O	4.2284	9.1238	15.6118	0.0007	0.0006	0.0016
O	0.3518	6.0219	10.516	0.0035	-0.0023	0.004
O	9.3611	0.1212	15.2302	-0.0002	-0.0013	0.0003
O	10.8076	4.0466	13.032	0.0006	-0.0014	0.0005
O	0.2019	2.0407	14.9418	-0.0014	-0.0002	0.0005
O	9.6077	1.9004	17.1537	0.0011	-0.0009	-0.0014
O	9.1175	5.5352	17.2716	-0.0003	0.0001	0.0019
O	6.0823	3.8965	13.5736	-0.0022	0.0023	-0.001
O	6.8286	4.3702	20.2649	-0.0041	0.0031	-0.0029
O	2.4562	5.9815	19.7318	-0.0044	-0.0064	0.0014
O	3.6517	5.052	17.6444	-0.0037	-0.0024	-0.0005
O	1.0377	9.6273	20.3293	0.0017	-0.0018	-0.0036
O	10.2458	3.7456	10.4548	-0.0042	0.0004	0.0009
O	4.5019	3.2968	11.6276	0.004	-0.0012	-0.0061
O	1.409	6.2233	13.0763	0	-0.001	-0.0006
O	6.3654	5.2428	17.0989	0.0003	0.0003	-0.0006
O	8.6521	6.4956	11.3699	-0.0027	-0.0031	0.0001
O	7.5446	7.3775	16.0432	-0.0003	0.0015	-0.0001
O	5.16	0.7692	15.6157	0.0001	-0.0014	0.0014
O	5.8873	9.8316	17.3777	0.0015	-0.001	-0.0009
O	6.715	8.3573	11.0665	-0.0043	-0.004	0.0045

Results
free energy: -128752.910 eV
free energy less fixed offsets of O -568.88, P -755.39, Si -635.61 eV per atom: -0.630 eV

The program warned: the cutoff lies below the one the program advises for these potential files; the exchange-correlation potential is rough where the density is thin.
